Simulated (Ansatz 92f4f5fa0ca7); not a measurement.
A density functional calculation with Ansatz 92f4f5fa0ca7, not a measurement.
Periodic cell of 192 atoms, Si128O64, from a study of silicon, its oxide and their interface. The atomic structure is a simulated model.
This geometry differs little from another in the collection (a relaxation step or a small displacement).

Settings: functional r2SCAN; potential files Ansatz PAW; basis plane waves; wave-function cutoff 800 eV; density cutoff ratio 5; exchange-correlation grid ratio 1; k mesh 1 x 1 x 1, shifted by 0.5 0.5 0 of a step; self-consistency stop 1e-10 eV per atom in the density residual; occupations fixed; spin none; net charge 0.

Cell vectors (angstrom)
a, 10.88, 0, 0
b, 0, 10.88, 0
c, 5.2363, -0.2075, 29.9364

Atoms: element, x, y, z (angstrom)
Si, 1.6136, -1.6093, 0.0222
Si, 4.3747, 1.1275, 0.1457
Si, 1.1046, 4.3328, 0.0375
Si, 3.8277, -3.8238, 0.0233
Si, -4.3141, -1.0648, 0.1466
Si, -1.6582, 1.5937, 0.154
Si, 7.0313, 3.7803, 0.1536
Si, -1.1086, -4.3348, 0.0357
Si, 2.7424, -0.0357, 1.3626
Si, 5.4883, 2.6673, 1.5041
Si, 2.6943, -5.4087, 1.3536
Si, 5.4002, -2.6942, 1.3634
Si, -2.7724, 0.0493, 1.5025
Si, -0.0288, 2.756, 1.3705
Si, 8.1922, 5.4126, 1.3675
Si, 0.0277, -2.7433, 1.3522
Si, 1.357, 1.3583, 2.6722
Si, 4.0671, 4.0937, 2.7043
Si, 1.3602, -4.0757, 2.7758
Si, 4.069, -1.3671, 2.7875
Si, 6.7984, 1.358, 2.9192
Si, 9.5206, 4.0845, 2.7925
Si, 6.7945, 6.7988, 2.6692
Si, -1.3477, -1.3707, 2.7057
Si, 0.0089, 0.0029, 4.0641
Si, 2.708, 2.7174, 4.0534
Si, 0.0001, 5.4441, 4.1227
Si, 2.7146, -2.7215, 4.1343
Si, 5.4127, -0.0269, 4.1707
Si, 8.1814, 2.7407, 4.1812
Si, 5.4411, 5.4494, 4.061
Si, 8.1537, -2.7319, 4.0508
Si, 1.3499, -1.3627, 10.8454
Si, 4.0913, 1.3528, 10.9087
Si, 1.3541, 4.089, 10.907
Si, 4.047, -4.0968, 10.8194
Si, 6.8039, -1.3467, 10.9067
Si, -1.3634, 1.3491, 10.8482
Si, 6.7838, 4.0462, 10.822
Si, -1.3459, 6.8031, 10.9041
Si, 2.6846, -0.013, 12.2203
Si, 5.4763, 2.7161, 12.2511
Si, 2.7167, 5.4762, 12.2491
Si, 5.3825, -2.742, 12.1651
Si, -2.6827, 0.0187, 12.2599
Si, -0.011, 2.6835, 12.2206
Si, 8.1398, 5.3834, 12.165
Si, 0.018, -2.6813, 12.257
Si, 1.3326, 1.331, 13.6118
Si, 4.0921, 4.0926, 13.5617
Si, 1.3709, -4.0231, 13.6271
Si, 4.0116, -1.4153, 13.5396
Si, -4.0235, 1.3721, 13.6296
Si, -1.4137, 4.0119, 13.539
Si, 6.7544, -4.126, 13.4471
Si, -1.3047, -1.305, 13.6469
Si, 0.0238, 0.0241, 15.144
Si, 2.7363, 2.7375, 14.8893
Si, -0.057, -5.4451, 14.7966
Si, 2.683, -2.6755, 15.0832
Si, 5.4328, -0.0562, 14.797
Si, -2.6746, 2.6846, 15.0828
Si, 5.4426, 5.4417, 14.911
Si, -2.7569, -2.7559, 14.7447
Si, 1.6856, -1.0011, 16.5021
Si, 3.9643, 1.154, 16.1024
Si, 1.1533, 3.9667, 16.1019
Si, 4.3416, -3.8445, 16.2413
Si, 6.5756, -1.6436, 16.0597
Si, -1.0012, 1.6878, 16.5006
Si, -3.8431, 4.3421, 16.2428
Si, -1.6448, -4.3024, 16.0598
Si, 1.3391, 1.3829, -4.2439
Si, -2.5741, 0.261, 21.1584
Si, 6.8214, -4.0992, -4.2423
Si, -0.505, 1.5948, 19.483
Si, -1.6279, -3.763, 18.8994
Si, 2.4654, -5.1689, -7.2954
Si, 0.2604, -2.5707, 21.1582
Si, 0.2674, -2.9703, -7.2925
Si, 4.4479, -3.058, -6.09
Si, 7.1108, -1.6292, 18.9011
Si, 2.9763, 5.2088, 18.2864
Si, 4.5933, -1.103, 20.4665
Si, 5.2092, 2.9749, 18.2868
Si, 3.0076, 2.9631, -2.0878
Si, 1.5916, -0.5028, 19.4846
Si, 1.7234, -5.104, 21.1593
Si, -2.4785, -2.4315, -2.0876
Si, 0.3548, 3.6406, -6.252
Si, 2.3828, -0.9893, -6.0907
Si, -1.0992, 4.5979, 20.4643
Si, 5.2037, 5.147, -2.0881
Si, -0.2935, -0.2327, -2.0891
Si, 5.7716, 1.7203, 21.1602
Si, -1.8003, -5.0805, -6.2495
Si, 1.3494, -1.3467, 5.4616
Si, 4.0483, 1.3685, 5.4575
Si, 1.363, 4.0657, 5.4436
Si, 4.0917, 6.791, 5.4565
Si, 6.8078, -1.3933, 5.4572
Si, -1.3332, 1.3467, 5.4745
Si, 6.7841, 4.1055, 5.4699
Si, -1.3806, -4.0755, 5.4437
Si, 2.7085, 0.0114, 6.8261
Si, 5.4225, 2.7206, 6.8014
Si, 2.7211, 5.4242, 6.7963
Si, 5.4499, -2.7355, 6.823
Si, -2.7185, -0.0213, 6.8018
Si, 0.0203, 2.7165, 6.8253
Si, -2.7276, -5.4249, 6.8224
Si, -0.0235, -2.7177, 6.7974
Si, 1.3673, 1.3666, 8.196
Si, 4.064, 4.0655, 8.161
Si, 1.3458, 6.7909, 8.1336
Si, 4.0861, -1.3581, 8.1613
Si, 6.7908, 1.3464, 8.1379
Si, -1.3581, 4.0832, 8.1614
Si, 6.8018, -4.08, 8.192
Si, -1.3737, -1.3737, 8.1697
Si, -0.0116, -0.0095, 9.5026
Si, 2.7286, 2.7255, 9.5591
Si, 0.0032, 5.4443, 9.5262
Si, 2.6993, -2.724, 9.4803
Si, 5.4457, 0.0018, 9.5285
Si, 8.1566, 2.6991, 9.4832
Si, 5.423, 5.4203, 9.4967
Si, 8.1587, -2.7203, 9.554
O, 5.5527, 2.4109, 19.7342
O, 2.4397, 2.152, -3.3502
O, 2.8601, 0.1235, 16.7178
O, 5.4961, -2.7501, 16.6133
O, 0.2431, 5.1186, 21.2203
O, 6.4619, 3.7891, 17.6723
O, 0.2467, 0.6013, -3.3499
O, 3.7575, 1.897, -1.1417
O, 5.4673, 0.028, -0.406
O, -0.8399, -3.781, -6.4293
O, 1.5503, -3.5162, 21.3803
O, 3.7915, -4.4193, 17.6715
O, 5.5351, -1.5666, 19.2374
O, 0.9502, -0.9245, -1.3072
O, -1.3398, -1.3782, -2.5555
O, 0.0006, 5.4412, -0.4812
O, 7.3328, -1.6883, -1.1393
O, 7.359, 1.5487, 21.3864
O, 0.1217, 2.8637, 16.7172
O, -1.1266, 0.8094, 20.7509
O, 6.254, 4.3972, -1.1272
O, 3.488, -1.9508, -5.398
O, 1.7747, 3.6527, -1.2891
O, 1.0407, 1.043, 19.3547
O, -1.2895, 1.2678, 18.0728
O, 5.1166, 0.2394, 21.22
O, 6.0416, -5.19, -3.345
O, 1.2646, -1.2881, 18.0746
O, 2.061, 0.2663, -5.1492
O, -1.5578, -5.3386, 19.2349
O, 3.1569, -0.703, 19.8436
O, 8.1305, -5.3827, 16.6159
O, 7.9402, -4.8213, -5.1455
O, 7.3164, -1.0576, 17.3966
O, 1.0492, -1.8696, -6.3887
O, 7.7593, -3.1199, 19.0148
O, -1.0375, 0.8216, -1.128
O, 5.0119, -2.4025, -7.4514
O, -0.8993, 4.5433, -5.7869
O, 0.6182, 2.5019, -5.1481
O, 4.5117, -4.4906, -1.3045
O, 3.5648, -4.3899, -6.3874
O, 4.8522, 1.7277, 17.3355
O, 5.7033, -3.3809, -5.1486
O, 1.3789, -4.0563, -7.8512
O, 7.8432, -0.6512, 19.9258
O, 7.5908, -2.9962, -3.3519
O, -1.7848, -3.6648, -1.2931
O, -0.0449, 2.9045, -7.6396
O, -0.702, 3.1604, 19.842
O, -2.3542, 4.6837, 21.5003
O, -0.6528, -3.0277, 19.9244
O, 3.0395, -0.4255, -7.4518
O, -2.5353, 5.4066, -7.6396
O, 2.4139, -5.3257, 19.7337
O, 4.6781, -2.3556, 21.5056
O, 2.7166, -2.7208, -0.4929
O, 8.1307, 2.6912, -0.4033
O, -1.0583, -3.5572, 17.3942
O, 1.6543, 4.5999, -6.4374
O, 3.9285, 3.9277, 18.3818
O, 0.8067, -1.1212, 20.7549
O, 1.7287, 4.8532, 17.3353
O, 4.0569, 4.1041, -2.5593

Results
free energy: -118378.552 eV
free energy less fixed offsets of O -570.45, Si -639.56 eV per atom: -6.072 eV

Forces (eV/angstrom), in the order of the atoms: element, x, y, z
Si, 0.0001, 0, -0.0008
Si, -0.0001, -0.0004, -0.0017
Si, -0.0002, 0, -0.001
Si, -0.0001, 0.0003, -0.0005
Si, 0.0002, 0.0002, -0.0018
Si, 0.0003, 0, -0.0023
Si, 0.0005, 0, -0.002
Si, -0.0001, 0, -0.001
Si, -0.0004, 0.0001, -0.0006
Si, 0.0002, -0.0001, 0.0015
Si, 0, 0, -0.0003
Si, 0.0001, -0.0005, -0.0005
Si, 0, -0.0001, 0.0011
Si, -0.0001, -0.0007, -0.001
Si, -0.0003, 0.0002, -0.0009
Si, 0, 0.0001, -0.0004
Si, -0.0002, -0.0001, -0.0003
Si, 0.0001, 0, 0.0001
Si, 0.0002, 0.0002, -0.0011
Si, 0.0001, -0.0001, -0.001
Si, 0.0001, 0.0002, 0.0004
Si, 0.0001, -0.0001, -0.0008
Si, -0.0003, -0.0001, -0.0002
Si, -0.0001, -0.0001, 0.0002
Si, -0.0002, -0.0003, 0
Si, 0, 0.0003, 0.0004
Si, -0.0003, -0.0001, 0.0011
Si, -0.0002, 0, 0.001
Si, 0, 0, -0.0002
Si, 0.0002, 0.0002, 0
Si, -0.0003, -0.0004, 0.0002
Si, 0.0001, 0.0002, 0.0005
Si, -0.0004, -0.0002, -0.0001
Si, -0.0001, -0.0003, 0.0005
Si, -0.0002, -0.0003, 0.0005
Si, -0.0004, 0.0001, 0.0002
Si, -0.0002, -0.0003, 0.0006
Si, -0.0002, -0.0001, -0.0001
Si, -0.0004, -0.0002, 0.0003
Si, 0, -0.0003, 0.0007
Si, 0, -0.0004, 0.0002
Si, 0, -0.0002, -0.0001
Si, 0.0001, 0, -0.0003
Si, -0.0004, -0.0002, -0.0005
Si, 0.0002, -0.0003, -0.0001
Si, -0.0003, 0.0003, 0.0001
Si, -0.0002, -0.0005, -0.0006
Si, 0.0002, 0.0003, -0.0003
Si, -0.0002, -0.0004, 0.0017
Si, -0.0001, -0.0003, 0.0002
Si, -0.0005, 0.0002, -0.0001
Si, -0.0004, 0.0002, 0
Si, 0.0005, -0.0005, -0.0001
Si, 0.0001, -0.0004, 0.0001
Si, 0, 0, 0
Si, 0.0005, 0.0005, -0.0002
Si, -0.0002, -0.0001, 0
Si, 0.0006, 0.0004, 0.0021
Si, 0.0001, -0.0003, -0.0005
Si, -0.0004, 0.0001, 0.0006
Si, 0.0003, 0.0006, -0.0006
Si, 0.0002, -0.0009, 0.0006
Si, 0.0001, -0.0001, 0.0013
Si, -0.0001, -0.0002, 0.0006
Si, -0.0003, -0.0002, 0.0016
Si, 0.0005, -0.0007, 0.0017
Si, 0, 0.0005, 0.0015
Si, 0.0004, -0.0002, 0.0009
Si, 0.0011, -0.001, 0.001
Si, -0.0001, -0.0005, 0.0018
Si, 0.0001, -0.0003, 0.0009
Si, -0.0007, 0.0003, 0.0012
Si, 0.0009, -0.0001, -0.0005
Si, 0.0005, -0.0003, -0.0011
Si, -0.0006, 0.0001, -0.0008
Si, 0.0008, 0.0007, 0.0003
Si, 0.001, 0.0005, -0.0005
Si, 0.0009, -0.0005, -0.0007
Si, 0.0013, 0.0003, -0.0009
Si, 0.0005, 0.0004, -0.0005
Si, 0.0012, 0.0005, -0.001
Si, -0.0005, 0.0007, -0.0003
Si, -0.0015, 0.0016, 0.0019
Si, -0.0002, 0.0002, -0.0008
Si, 0.0022, -0.0023, 0.0017
Si, -0.0001, 0.0004, -0.0002
Si, 0.0011, 0.0008, 0.0002
Si, 0.0015, 0.0021, -0.002
Si, 0.0004, 0.0004, -0.0003
Si, 0.0009, -0.0004, 0.0011
Si, 0.0017, 0.0004, -0.0009
Si, 0.0003, -0.0004, -0.0007
Si, -0.0007, 0, -0.0006
Si, 0.0001, -0.0001, -0.0011
Si, 0.0012, 0.0003, -0.0024
Si, 0.0003, -0.0006, 0.0017
Si, 0, 0, -0.0002
Si, -0.0005, 0.0001, 0
Si, 0.0002, -0.0001, 0.0003
Si, 0, 0, 0
Si, 0.0002, -0.0003, -0.0001
Si, 0, -0.0002, -0.0005
Si, -0.0002, 0.0001, -0.0002
Si, -0.0001, 0, 0.0003
Si, 0, -0.0001, 0.0002
Si, 0, 0, -0.0003
Si, -0.0004, -0.0001, -0.0002
Si, -0.0002, -0.0001, 0.0002
Si, -0.0002, 0, -0.0002
Si, -0.0001, 0, 0.0003
Si, 0, 0.0001, 0.0001
Si, 0.0002, 0, -0.0004
Si, -0.0001, 0.0001, -0.0001
Si, -0.0004, 0, -0.0001
Si, -0.0005, -0.0001, 0.0002
Si, -0.0001, 0.0002, 0.0001
Si, -0.0003, -0.0003, 0.0004
Si, 0.0002, 0, 0.0001
Si, -0.0002, 0.0001, 0.0001
Si, -0.0005, -0.0001, 0
Si, 0.0004, 0, 0.0003
Si, 0, -0.0003, 0.0002
Si, 0.0002, -0.0002, 0
Si, 0.0002, 0, 0.0004
Si, 0.0001, -0.0001, 0.0001
Si, 0.0001, 0.0002, 0.0003
Si, 0, 0.0001, 0.0005
Si, 0.0003, -0.0001, 0.0001
O, -0.0029, 0.0003, 0.0018
O, 0.0004, 0.0002, -0.0002
O, 0.0006, -0.0002, -0.0015
O, -0.001, 0, -0.0009
O, 0.0017, 0.0005, -0.0003
O, -0.0009, -0.0007, 0.0002
O, 0.0001, -0.0002, 0.0006
O, 0.001, -0.0004, 0.0013
O, 0.0001, -0.0002, 0.0014
O, 0.0008, 0.0002, -0.0007
O, 0.0006, -0.0029, -0.0058
O, -0.0008, -0.001, 0.0001
O, 0.0004, 0.0001, 0.0005
O, 0.0001, 0.0001, 0.0003
O, 0.0001, 0.0005, 0.0017
O, 0, -0.0001, 0.0005
O, -0.0005, 0.0003, 0.0012
O, -0.0023, 0.0007, -0.004
O, 0, 0.0005, -0.0011
O, -0.0001, 0.0004, 0.0003
O, 0.0008, -0.0004, -0.0001
O, 0.0011, 0.0002, -0.0003
O, 0.0001, 0.0004, 0.0001
O, 0.0003, 0, -0.001
O, -0.0002, 0.0004, -0.0013
O, 0.0019, 0.0018, -0.0004
O, -0.0003, 0.0008, -0.0003
O, 0.0002, 0.0006, -0.0012
O, 0.001, 0, -0.0004
O, 0.0005, 0.0012, 0
O, 0.0016, 0.0005, 0.0002
O, 0, -0.0004, -0.0009
O, 0.0004, 0.0003, -0.0004
O, -0.0001, -0.0002, 0.0001
O, 0.0003, -0.0003, -0.0008
O, -0.0004, -0.0003, -0.001
O, -0.0001, 0.0007, 0.0007
O, 0.002, -0.0008, -0.0006
O, 0.0007, 0.0005, -0.0014
O, 0.0004, 0.0005, -0.0003
O, 0.0001, 0.0002, 0.0007
O, 0.0004, 0.0005, -0.001
O, 0, -0.0027, -0.0013
O, 0.001, -0.0001, 0.0001
O, 0.0002, 0, 0.0009
O, -0.0006, -0.0003, 0.0008
O, -0.0002, 0.0007, 0.0002
O, 0.0004, 0.0001, 0.0002
O, 0.0013, -0.0003, -0.0002
O, 0.0001, 0.001, 0.0003
O, 0.0004, 0.0005, 0.0002
O, 0.0003, -0.0008, 0.0001
O, -0.0007, 0.0017, -0.0009
O, -0.001, 0.0024, 0.0003
O, 0.0015, -0.002, 0.002
O, 0.0009, 0, 0.0004
O, 0.0002, -0.0001, 0.0008
O, 0, 0.0001, 0.0016
O, 0.0003, -0.0004, 0.0001
O, 0.0006, 0.0002, -0.0003
O, 0.0004, -0.0012, -0.0115
O, -0.0006, -0.0017, -0.0015
O, -0.0009, 0.0012, -0.0009
O, 0.0001, 0, 0.0013

The program warned: the cutoff lies below the one the program advises for these potential files; the forces do not sum to zero within the program's tolerance; empty levels may hold ghost states of the PAW files; the exchange-correlation potential is rough where the density is thin.
